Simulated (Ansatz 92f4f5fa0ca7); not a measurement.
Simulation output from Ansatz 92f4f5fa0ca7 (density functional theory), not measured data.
Periodic cell of 244 atoms, Si164O80, from a study of silicon, its oxide and their interface. The atomic structure is a simulated model.
Doubt: the cutoff is far below the 930 eV that the study's wrapper takes by default for these files, so forces and energies are approximate.
This geometry differs little from another in the collection (a relaxation step or a small displacement).

Settings
functional: PBE
potential files: Ansatz PAW
basis: plane waves
wave-function cutoff: 580 eV
density cutoff ratio: 5
exchange-correlation grid ratio: 1
k mesh: 1 x 1 x 1, Gamma-centred
self-consistency stop: 5e-08 eV per atom in the density residual
occupations: fixed
spin: none
net charge: 0

Cell vectors (angstrom)
a	10.938	0	0
b	0	10.938	0
c	0	0	36.8872

Atoms and the computed forces on them: element, x, y, z (angstrom), force x, y, z (eV/angstrom)
Si	0	0	0.683	-0.0124	0.0238	-0.0013
Si	5.469	0	0.683	0.0257	0.0041	-0.0156
Si	2.7345	2.7345	0.683	-0.0172	0.0313	0.0056
Si	8.2035	2.7345	0.683	-0.0129	0.03	0.022
Si	0	5.469	0.683	0.0213	-0.0118	-0.0133
Si	5.469	5.469	0.683	0.0013	0.0011	0.0024
Si	2.7345	8.2035	0.683	-0.0333	0.0302	0.0193
Si	8.2035	8.2035	0.683	-0.0093	0.0121	0.0015
Si	1.3673	1.3673	2.0503	-0.1136	0.0744	-0.0846
Si	6.8362	1.3673	2.0503	-0.075	-0.0315	0.1269
Si	4.1018	4.1018	2.0503	-0.0078	0.0843	-0.0067
Si	9.5708	4.1018	2.0503	0.0507	0.0298	0.1262
Si	1.3673	6.8362	2.0503	-0.0151	-0.1008	0.0811
Si	6.8362	6.8362	2.0503	-0.0556	0.0678	-0.038
Si	4.1018	9.5708	2.0503	0.0841	0.0439	0.1233
Si	9.5708	9.5708	2.0503	-0.03	0.0447	-0.0606
Si	2.7345	0	34.8357	-0.0088	0.0147	0.0841
Si	8.2035	0	34.8357	0.0223	-0.0469	-0.1256
Si	0	2.7345	34.8357	0.1232	0.023	-0.1037
Si	5.469	2.7345	34.8357	0.0717	0.0408	0.0989
Si	2.7345	5.469	34.8357	-0.0206	-0.0344	-0.1108
Si	8.2035	5.469	34.8357	0.014	-0.0021	0.1066
Si	0	8.2035	34.8357	0.0351	-0.0061	0.0918
Si	5.469	8.2035	34.8357	0.0687	0.1059	-0.0703
Si	4.1018	1.3673	36.2029	-0.017	0.0017	0.0066
Si	9.5708	1.3673	36.2029	-0.0001	-0.029	-0.018
Si	1.3673	4.1018	36.2029	0.0072	-0.0338	0.0062
Si	6.8362	4.1018	36.2029	0.0009	-0.0044	0.0052
Si	4.1018	6.8362	36.2029	0.0219	-0.0308	-0.0145
Si	9.5708	6.8362	36.2029	-0.0099	0.0064	0.0098
Si	1.3673	9.5708	36.2029	0.0022	0.0011	0.003
Si	6.8362	9.5708	36.2029	0.0082	-0.0245	0.0097
Si	-0.4982	0.5047	26.663	0.0811	-0.091	0.0256
Si	5.6327	-0.5898	26.168	-0.0261	-0.0493	0.0137
Si	2.5896	2.9749	26.7502	-0.0975	-0.0117	0.135
Si	8.8308	2.2962	26.7528	-0.0682	0.0709	-0.0473
Si	0.2694	5.0986	26.7062	0.1191	0.0439	-0.0884
Si	5.0438	5.944	26.7327	-0.0134	0.0766	0.0186
Si	3.2877	7.6166	26.7275	-0.0418	-0.0979	-0.0244
Si	8.0174	8.3469	26.8134	-0.0272	0.0161	0.15
Si	1.339	1.3549	27.9489	0.0794	0.0448	-0.0944
Si	7.0242	1.5032	28.0248	-0.1327	-0.1494	0.0057
Si	4.1386	4.1914	28.0494	-0.0595	-0.0407	-0.0414
Si	9.6732	4.0231	28.0772	0.0188	-0.0665	0.0228
Si	1.4264	6.7743	27.9279	0.0298	-0.0015	-0.0176
Si	6.7848	6.8197	28.0891	0.0492	0.0696	-0.1078
Si	4.1711	9.4455	27.8534	0.0363	-0.0173	0.0196
Si	9.5681	9.6701	28.0106	-0.0909	-0.0386	-0.1035
Si	2.7952	-0.0518	29.1964	-0.0582	0.0226	0.0254
Si	8.1912	-0.0016	29.444	0.0062	0.0236	-0.0269
Si	0.0872	2.7006	29.4646	0.0122	0.0196	0.0088
Si	5.5619	2.8145	29.3464	0.0353	0.004	-0.0528
Si	2.7309	5.4759	29.4457	-0.0318	-0.0058	-0.0539
Si	8.2359	5.4291	29.3323	-0.0737	0.0503	0.0602
Si	0.0633	8.228	29.2498	0.0312	0.0219	0.0264
Si	5.4964	8.2399	29.4357	-0.0386	0.0017	-0.0398
Si	4.1407	1.365	30.6166	-0.0145	-0.0194	0.0105
Si	9.5937	1.3658	30.7729	-0.0267	-0.0177	0.0398
Si	1.4073	4.0957	30.8105	-0.0005	0.0115	-0.0115
Si	6.8824	4.1305	30.7751	0.0205	0.0013	0.017
Si	4.1035	6.8666	30.7636	0.0212	0.0068	0.044
Si	9.6145	6.8553	30.6501	0.0149	-0.001	-0.0037
Si	1.4262	9.5697	30.6628	0.0224	0.0032	-0.0039
Si	6.8502	9.5733	30.8038	0.0092	0.0364	0.0084
Si	0.0414	-0.0209	32.0787	0.0173	0.0068	-0.0008
Si	5.4613	0.0258	32.0907	-0.0142	0.0099	0.0138
Si	2.7898	2.7015	32.0884	0.0241	-0.033	0.0171
Si	8.228	2.7395	32.1282	-0.0112	-0.0046	0.002
Si	0.0027	5.489	32.0921	-0.0055	0.0096	0.0161
Si	5.4853	5.4926	32.1139	0.0043	-0.0026	-0.0121
Si	2.7388	8.2225	32.1069	-0.0326	0.0141	0.0037
Si	8.2466	8.1865	32.0928	-0.008	-0.006	0.02
Si	1.3848	1.3628	33.4581	-0.0038	-0.0058	-0.0039
Si	6.8356	1.3769	33.4704	0.0139	-0.0054	-0.0072
Si	4.121	4.1007	33.4657	-0.005	0.0125	-0.007
Si	9.581	4.1208	33.4749	0.0073	-0.0072	-0.0046
Si	1.3686	6.8503	33.4674	0.0151	-0.0055	-0.0064
Si	6.8576	6.8447	33.4729	-0.0101	0.0131	-0.0016
Si	4.1043	9.5889	33.4682	0.0061	-0.0143	-0.0079
Si	9.5956	9.57	33.461	-0.0019	0.0107	-0.0061
Si	2.7249	0.0163	3.4085	-0.0037	-0.0284	0.0088
Si	8.2074	-0.0029	3.423	-0.0028	0.0081	-0.0054
Si	0.0102	2.7394	3.4316	-0.0027	0.0081	0.0017
Si	5.454	2.7402	3.4241	0.0057	0.0021	0.0061
Si	2.7508	5.4789	3.4332	0.0114	0.0119	-0.0084
Si	8.194	5.4799	3.4168	-0.0001	-0.0125	0.0117
Si	-0.0143	8.1995	3.409	0.0035	-0.0148	0.0025
Si	5.4796	8.2048	3.4325	-0.0057	0.0156	0.0028
Si	4.0341	1.4195	4.7979	-0.0289	0.0484	-0.0095
Si	9.5702	1.3653	4.7876	0.0172	-0.0153	-0.0014
Si	1.3822	4.1169	4.8071	-0.0106	0.0068	-0.0053
Si	6.8216	4.1179	4.781	-0.0069	-0.0218	0.0107
Si	4.1153	6.8502	4.8186	0.0096	-0.0394	0.0121
Si	9.529	6.8712	4.795	-0.0065	0.0186	-0.0229
Si	1.3704	9.5576	4.7467	0.0101	0.006	0.0065
Si	6.8367	9.584	4.812	-0.0042	-0.0029	-0.0053
Si	0.0044	-0.0446	6.1187	-0.0173	-0.0195	-0.0219
Si	5.4117	0.0427	6.0919	0.01	-0.0438	-0.0433
Si	2.698	2.7738	6.2752	0.0019	-0.0092	-0.0209
Si	8.1866	2.7462	6.1249	-0.0098	0.0368	-0.0424
Si	-0.0023	5.5201	6.1048	0.0104	-0.0675	-0.0166
Si	5.4667	5.4599	6.2031	-0.0144	0.0056	0.0056
Si	2.7412	8.2488	6.152	0.0242	0.0485	-0.056
Si	8.1787	8.2164	6.2432	-0.0011	-0.0016	-0.0011
Si	1.3044	1.2947	7.5469	-0.0293	0.0177	0.0992
Si	6.7161	1.4375	7.4329	-0.0006	0.0239	0.0557
Si	4.0974	4.1663	7.6691	-0.0071	0.0468	-0.0343
Si	9.5898	4.1314	7.4401	-0.0337	0.0184	0.005
Si	1.3309	6.9073	7.4687	-0.0095	-0.0368	0.1216
Si	6.8079	6.8168	7.6212	-0.051	-0.0023	-0.0037
Si	4.0959	9.653	7.5156	-0.016	-0.0674	0.0616
Si	9.5877	9.6102	7.5769	0.0393	-0.0315	-0.0937
Si	2.7777	0.0818	8.9888	-0.0094	0.0334	0.0219
Si	8.0878	0.0675	8.7379	-0.0016	0.0992	0.0534
Si	-0.234	2.5688	8.8163	0.1992	0.0818	0.0405
Si	5.5148	2.8083	9.0163	0.0182	-0.0513	0.0418
Si	2.7495	5.6868	8.9189	-0.0036	0.0095	-0.0565
Si	8.2772	5.4398	8.892	0.0817	0.0169	0.0712
Si	0.0801	8.2925	8.9471	0.0122	-0.0745	0.0376
Si	5.3813	8.2173	8.9289	0.0581	0.0534	0.0029
Si	4.4405	1.1601	10.3779	-0.043	-0.0238	-0.0672
Si	8.8024	1.8864	10.0374	0.043	-0.0985	-0.0626
Si	1.4177	4.5793	10.4664	-0.0557	-0.0516	-0.0064
Si	7.3016	3.774	10.2698	-0.0608	0.1264	0.0147
Si	3.5019	7.5311	10.209	-0.0629	0.0841	0.0187
Si	9.9082	6.5917	10.1762	-0.0254	-0.0639	-0.1335
Si	1.8294	9.2885	10.2493	0.0424	0.0127	0.0404
Si	6.6455	9.7918	10.0963	-0.1448	-0.0133	-0.0151
O	0.8815	3.1464	9.9108	-0.0602	-0.0693	-0.0712
O	7.33	9.2134	11.4772	0.0215	0.0146	-0.0106
O	3.6253	7.258	11.8369	0.0276	-0.039	-0.001
O	9.1606	7.1049	11.5501	0.0231	-0.0109	-0.0212
O	4.0926	1.5182	11.9612	0.0347	0.0053	0.0524
O	2.2313	4.1703	11.8228	-0.0107	-0.0082	-0.0379
O	38.3621	-21.9072	10.5997	0.0195	-0.0219	-0.0017
O	0.1181	5.5396	10.7606	0.0136	-0.0025	0.0354
O	8.7389	7.4617	25.6335	0.0114	-0.0206	-0.0059
O	3.0179	8.1219	25.1454	-0.0031	0.0268	0.0053
O	14.2628	2.4007	25.3911	-0.0055	0.0191	-0.0237
O	5.9905	11.7631	26.9026	0.0876	0.1303	0.0854
O	5.2635	-0.2857	24.5812	0.0209	0.0325	-0.0093
O	17.8775	-1.5753	26.09	0.0472	-0.0119	-0.0391
O	10.4568	5.4924	25.2654	-0.0127	-0.0261	0.0377
O	1.4537	4.0603	26.2218	0.0013	-0.0423	-0.0039
Si	7.8296	7.3744	16.8198	-0.0171	-0.0101	0.0159
Si	2.5753	10.4778	19.8072	-0.0035	-0.0228	0.0045
Si	14.0846	13.4139	19.601	-0.0171	-0.0124	-0.0027
Si	9.7861	9.8141	17.3343	0.0033	-0.0106	0.0263
Si	9.3818	1.0513	12.0915	0.021	-0.0518	0.1053
Si	6.6151	6.3641	19.474	0.0017	0.0205	-0.0039
Si	0.7722	9.8038	12.3676	0.1404	-0.0377	-0.0637
Si	3.6405	2.9653	23.8881	-0.0074	-0.0085	-0.0724
Si	7.9351	2.9437	24.6754	0.0332	0.0121	-0.053
Si	-0.4122	2.8751	14.2709	-0.0044	-0.0143	0.0605
Si	5.5498	8.5774	15.0188	-0.0191	-0.0073	0.0458
Si	4.1578	6.4239	13.1241	-0.0153	0.0293	0.0326
Si	0.7028	11.1375	15.2063	-0.0046	0.0011	0.0093
Si	5.19	0.2859	15.9807	0.007	-0.0248	0.0218
Si	15.1896	18.8023	20.4798	-0.0159	-0.0028	-0.0083
Si	2.3948	4.1121	13.4449	-0.0011	0.0081	0.0398
Si	9.1614	8.7085	22.7597	0.0015	0.0347	-0.0463
Si	6.5061	7.3837	22.3021	-0.0143	-0.0011	-0.0255
Si	9.8169	7.5653	12.9724	0.0119	0.0149	0.0827
Si	10.9219	9.0161	20.2374	0.0063	-0.0059	-0.0118
Si	7.6932	9.6829	12.9965	-0.002	0.0256	0.0539
Si	6.2656	14.134	19.2968	-0.0053	-0.0123	0.0078
Si	7.3592	12.0344	20.997	0.0082	-0.0044	-0.0242
Si	-0.122	10.8127	24.3974	0.0275	0.0129	-0.0503
Si	16.6874	5.227	24.5975	-0.013	0.0294	-0.0636
Si	4.7043	2.1015	13.3786	-0.0006	0.0004	0.0348
Si	8.8529	5.3162	14.669	-0.0029	-0.0263	0.0282
Si	12.382	14.738	21.8124	-0.0097	0.005	-0.0257
Si	1.6651	8.4931	24.3263	0.0172	-0.0276	-0.0217
Si	5.7572	0.8724	23.5202	-0.0267	-0.0152	-0.0476
Si	10.0623	7.0049	24.8234	0.0228	0.0443	-0.0551
Si	18.4309	0.794	18.0124	-0.0123	-0.0175	0.0073
Si	6.5901	4.3952	12.5265	0.035	0.0034	0.0649
Si	2.6851	11.9254	17.3167	0.0114	-0.0105	-0.0067
Si	9.8938	2.1459	22.4859	0.0179	-0.0122	-0.0333
Si	12.5451	6.8757	21.5308	0.0007	-0.0101	-0.0339
O	4.4746	1.7996	23.1129	0.0071	-0.0109	0.0269
O	-0.1279	12.1167	23.4249	-0.0309	-0.0202	0.035
O	8.8331	8.6463	16.7251	0.003	0.0045	-0.0127
O	5.1367	8.1227	21.825	0.0087	-0.0022	0.0156
O	11.2715	8.2584	12.7424	-0.0419	0.0099	-0.0173
O	2.3141	13.261	18.1866	-0.0004	-0.0022	-0.0063
O	10.9525	13.971	21.6206	0.0048	0	0.008
O	12.9551	11.8102	15.8658	0.0163	0.0038	-0.0026
O	5.1813	7.1538	19.3356	0.003	-0.0078	-0.0045
O	4.6737	7.4743	14.2362	0.0139	0.0081	-0.0285
O	14.0024	17.743	20.8152	-0.0036	-0.0036	0.0083
O	6.0731	2.951	13.0989	-0.0078	-0.0088	-0.0294
O	7.2431	11.1967	19.5727	-0.003	0.0006	-0.0043
O	7.1071	4.341	24.8477	0.0051	-0.0248	0.0473
O	13.228	10.6066	18.2001	-0.0028	0.0001	-0.011
O	8.9149	12.1956	21.511	-0.0211	-0.0034	0.0042
O	7.6642	5.0506	13.5786	-0.0527	-0.028	-0.0676
O	2.9521	5.5929	13.8648	0.011	0.0045	-0.04
O	2.239	3.2656	23.1282	0.0115	0.0027	0.0214
O	8.2015	11.2487	13.0002	-0.0152	-0.0074	-0.0561
O	8.8356	8.6955	13.6128	0.0151	-0.0177	-0.0387
O	7.6461	7.015	18.3985	0.002	0.0008	0.0034
O	6.9015	1.754	24.2651	-0.0103	-0.0167	0.0287
O	9.0058	3.1315	23.4431	-0.0072	0.0017	0.0355
O	5.3221	5.4379	12.527	0.0086	-0.0104	-0.0421
O	9.5935	9.8261	23.8783	-0.0263	-0.0124	0.017
O	10.938	10.0614	16.2008	-0.0075	-0.0106	-0.0191
O	12.1135	10.1003	20.5663	-0.0051	-0.0008	0.0044
O	14.6166	9.306	20.012	-0.002	0.0093	-0.0009
O	13.3266	14.515	20.5066	0.0102	-0.0049	0.0026
O	6.4218	9.4736	13.9691	-0.0177	-0.0001	-0.01
O	9.695	9.1847	21.2987	0.0051	-0.0106	0.0093
O	12.6613	7.8382	22.8462	-0.002	-0.0026	0.0216
O	9.7802	7.2419	23.2254	0.009	-0.0198	0.0157
O	4.2842	1.0765	17.0655	-0.0006	-0.0057	-0.0163
O	11.5016	7.5022	20.441	-0.0023	0.0029	0.004
O	6.419	7.7895	16.1349	0.0126	-0.0022	-0.0176
O	7.1144	13.3394	18.112	-0.0057	0.0064	-0.0151
O	9.94	2.4281	12.8067	0.0062	0.0256	-0.0317
O	10.4147	9.2367	18.7199	-0.003	-0.0001	-0.0071
O	5.136	1.0361	14.5304	0.0015	-0.0007	-0.0206
O	6.5148	4.7823	19.1342	-0.0023	-0.0173	-0.0039
O	3.5083	3.0402	13.9528	-0.0103	0.0066	-0.0301
O	6.6395	11.1269	16.7476	-0.0017	0.0084	-0.0045
O	-0.3277	1.4541	15.0543	0.0077	-0.0027	-0.0154
O	17.7553	2.6272	20.7326	-0.0148	0.0007	0.0046
O	12.0789	5.3892	21.9607	0.0034	-0.0061	0.0202
O	3.1415	11.9269	20.3294	0.0069	0.012	0.0078
O	7.1311	6.5503	21.0229	0.0007	-0.0111	0
O	7.5506	8.5511	22.7428	-0.0019	-0.0023	0.0287
O	15.5957	2.957	19.2683	0.0151	0.0009	-0.0038
O	1.361	10.0973	24.1962	-0.0059	0.0056	0.0423
O	-0.4278	10.8058	11.8492	-0.0564	0.0306	-0.0582
O	1.2421	10.4823	13.8001	-0.0342	0.0153	0.04
O	8.3582	6.0394	16.0371	-0.0023	0.0044	-0.0119
O	9.5095	3.8757	15.0557	0	-0.0039	-0.033
O	11.356	7.924	25.2333	-0.0205	-0.0144	0.0225
O	6.1651	6.4122	23.556	0.0029	0.0009	0.0239
O	6.4297	11.2782	22.1184	0.007	0.005	0.0098
O	9.9688	6.2924	13.9698	0.005	0.0033	-0.0283
O	9.0161	11.2386	17.6429	-0.0089	-0.0037	-0.0124
O	15.4801	4.3353	23.9213	-0.0062	-0.0031	0.0377
O	0.9925	3.6884	14.141	-0.0074	-0.0169	-0.0274
O	4.6249	9.6957	15.7705	0.0162	-0.0005	-0.0222

Results
free energy: -149756.562 eV
free energy less fixed offsets of O -568.88, Si -635.61 eV per atom: -6.122 eV

The program warned: the cutoff lies below the one the program advises for these potential files; the exchange-correlation potential is rough where the density is thin.
